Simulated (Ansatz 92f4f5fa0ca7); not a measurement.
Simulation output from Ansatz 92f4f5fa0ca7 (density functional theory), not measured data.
Periodic cell of 320 atoms, Si176O144, from a study of silicon, its oxide and their interface. The atomic structure is a simulated model.

Settings: functional r2SCAN; potential files Ansatz PAW; basis plane waves; wave-function cutoff 800 eV; density cutoff ratio 5; exchange-correlation grid ratio 1; k mesh 1 x 1 x 1, Gamma-centred; self-consistency stop 5e-08 eV per atom in the density residual; occupations Fermi-Dirac, 0.05 eV; spin none; net charge 0.

Cell vectors (angstrom)
a	15.3871	0	0.007
b	0	15.3871	0.0154
c	-0.5613	-0.9052	22.0995

Atoms and the computed forces on them: element, x, y, z (angstrom), force x, y, z (eV/angstrom)
Si	-2.3467	-1.6764	14.8085	-0.0532	-0.0325	0.1118
Si	-2.6658	3.4056	14.6673	0.0573	0.0318	0.141
Si	-2.6366	6.5828	14.6219	0.0106	-0.0255	0.1136
Si	-2.5699	-4.096	14.8764	0.0633	0.0022	0.1259
Si	1.3398	-1.2978	14.594	-0.004	-0.0163	0.1641
Si	1.4257	3.1627	14.6903	0.0055	0.0248	0.122
Si	1.8367	6.2719	14.2505	-0.0005	-0.0616	0.05
Si	1.4238	10.9381	14.7489	-0.0159	0.0619	0.2169
Si	5.0671	-0.3474	14.5666	0.0221	-0.0583	0.1303
Si	5.0474	2.1357	14.5666	0.0232	-0.0306	0.14
Si	5.2363	7.053	14.8689	-0.0079	0.0581	0.1125
Si	5.268	10.1548	14.8389	0.0489	-0.0289	0.196
Si	8.7181	-0.3523	14.2691	-0.0974	0.0622	0.1121
Si	9.0387	2.7478	14.6352	-0.072	-0.0427	0.1239
Si	9.0694	7.4519	14.9049	0.0412	-0.0921	0.126
Si	7.2552	10.565	15.9845	-0.0172	-0.0001	-0.0323
Si	-0.5078	-0.9871	16.0118	-0.0466	0.0124	-0.0469
Si	-0.626	2.9802	15.8651	0.0058	0.0005	0.0172
Si	-0.6779	6.8466	15.8777	-0.0929	0.0161	0.0777
Si	-0.5828	10.6304	15.9702	-0.009	-0.0011	-0.0564
Si	3.2415	-0.8946	15.9103	0.008	0.0041	0.0136
Si	3.3013	2.8572	16.0178	-0.0175	-0.0463	0.0177
Si	3.3016	6.7004	16.0484	0.0055	-0.0074	0.0241
Si	3.3256	10.5934	16.0832	0.0214	-0.0035	0.01
Si	7.0142	-0.7947	15.8049	-0.0438	0.0074	-0.0335
Si	7.0061	2.9246	15.7942	0.005	0.0056	-0.0132
Si	7.1776	6.8603	16.1238	0.0457	0.0093	-0.0231
Si	9.2496	9.9667	14.8118	0.0221	0.0097	0.1231
Si	-4.216	-1.0008	16.0451	0.0966	0.0485	0.1207
Si	10.9015	2.9514	16.0606	-0.0188	-0.0097	0.049
Si	10.9663	6.8892	16.1321	-0.0728	0.0029	0.0324
Si	11.0304	10.6039	16.2588	-0.0056	0.031	0.0063
Si	-0.0693	1.9377	-4.8493	0.0249	-0.011	-0.0253
Si	0.0157	5.7911	-4.8109	-0.0298	-0.0003	-0.0193
Si	-0.0491	9.6013	-4.7574	0.0297	-0.0183	-0.029
Si	0.0114	-1.9739	-4.6966	-0.0177	0.0095	0.0156
Si	3.7535	1.8744	-4.7437	-0.0142	-0.0024	-0.0133
Si	3.9077	5.6865	-4.7098	-0.0008	0.0039	0.0207
Si	3.7631	9.5476	-4.7191	0.0236	0.0203	0.0183
Si	3.9027	-1.9047	-4.7946	-0.0156	-0.0093	0.0011
Si	7.652	1.9621	-4.8398	0.0177	-0.0076	-0.0026
Si	7.6505	5.7199	-4.8191	0.0118	0.0417	-0.0023
Si	7.7177	9.6493	-4.6122	0.0033	-0.0046	0.0183
Si	7.7366	-1.8595	-4.9472	0	-0.0071	-0.0145
Si	11.5818	1.8909	-4.7315	-0.0355	0.0061	-0.075
Si	11.4862	5.7933	-4.6942	0.0411	-0.0114	0.0171
Si	11.6456	9.612	-4.5049	0.0056	0.001	-0.0152
Si	11.5106	-1.9239	-4.5866	-0.0433	0.0083	-0.0172
Si	-1.9082	1.9409	-3.3386	-0.0332	-0.0139	-0.0267
Si	-1.9095	5.7185	-3.3868	-0.0212	0.0136	-0.0214
Si	-1.8353	9.5493	-3.2039	-0.0545	0.0213	0.0208
Si	-1.9066	-1.9098	-3.3039	0.0612	-0.0577	0.0771
Si	1.826	1.855	-3.4463	0.0365	0.0388	-0.0165
Si	1.9367	5.7539	-3.4008	-0.0304	0.0155	-0.0173
Si	1.867	9.5901	-3.3745	0.0317	-0.0181	0.0192
Si	1.9635	-2.0123	-3.4294	0.0059	-0.0095	-0.0243
Si	5.7381	2.0033	-3.4687	0.0111	0.0464	-0.0072
Si	5.8011	5.7193	-3.3318	-0.0551	0.0142	0.0035
Si	5.7291	9.5499	-3.3877	0.0301	0.0171	-0.0105
Si	5.848	-1.8085	-3.5207	-0.0256	-0.023	-0.0047
Si	9.5788	1.8671	-3.4539	-0.0262	0.0249	0.0152
Si	9.5412	5.7818	-3.3976	0.0543	0.0293	-0.0084
Si	9.637	9.6887	-3.2682	-0.0702	-0.0279	-0.0041
Si	9.5366	-1.9196	-3.3905	0.0305	0.0331	-0.0031
Si	-1.9194	0.0461	-1.944	0.02	-0.0008	0.025
Si	-1.9287	3.8394	-1.9007	0.035	-0.0358	0.034
Si	-1.8704	7.5395	-1.9245	-0.0122	0.0566	0.0057
Si	-1.8775	11.5446	-1.9501	0.0062	-0.015	-0.0426
Si	1.8753	-0.107	-2.1223	0.0093	0.0083	0.0446
Si	1.885	3.7787	-2.118	0.0245	-0.0204	0.0344
Si	1.9551	7.7037	-1.9932	-0.0171	-0.0282	0.0629
Si	1.945	11.4963	-1.9981	-0.0477	-0.0034	-0.0046
Si	5.765	0.1413	-2.1319	-0.0508	-0.0097	0.0269
Si	5.769	3.8063	-1.9224	-0.0149	-0.0018	0.0368
Si	5.7843	7.6243	-1.97	0.0632	0.0223	0.0673
Si	5.8058	11.5904	-2.277	-0.0258	0.0499	0.0337
Si	9.5741	-0.055	-2.0341	-0.0185	-0.0187	-0.0134
Si	9.5636	3.8146	-2.1361	0.0095	-0.0303	0.0313
Si	9.586	7.7432	-2.0176	0.0106	-0.0355	0.043
Si	9.5672	11.6147	-1.9069	0.0599	0.0081	-0.0016
Si	0.0593	-0.0581	-0.6383	-0.0099	0.0094	-0.0079
Si	0.09	3.7836	-0.5921	0.0154	0.0185	0.0171
Si	0.0708	7.5812	-0.564	-0.024	-0.06	-0.0293
Si	0.0499	11.52	-0.5867	-0.0277	0.008	0.0787
Si	3.8016	0.0307	-0.8	0.0257	-0.009	-0.0709
Si	3.7478	3.7545	-0.6622	-0.0048	0.0493	-0.0251
Si	3.8809	7.6954	-0.5528	0.0007	0.0036	-0.0093
Si	3.983	11.559	-0.8586	0.0161	-0.0029	-0.0521
Si	7.6291	0.0689	-0.7224	-0.0046	-0.0072	-0.0285
Si	7.7601	3.8371	-0.5992	-0.0031	0.0312	0.0666
Si	7.711	7.7279	-0.5887	-0.0185	0.0491	-0.0165
Si	7.5363	-3.7784	-0.7196	-0.0374	-0.0182	0.0044
Si	11.486	0.0047	-0.6033	0.0389	0.0021	-0.0244
Si	11.386	3.8117	-0.6719	0.029	0.0277	-0.0176
Si	11.5042	7.6243	-0.6562	0.0093	-0.0821	-0.0224
Si	-3.8335	-3.8008	-0.6286	0.0053	-0.0043	0.0463
Si	0.6958	1.8154	0.6229	0.0239	-0.0235	-0.1666
Si	0.8433	5.6709	0.6164	0.0025	0.045	-0.1378
Si	-0.3513	9.5615	0.6508	-0.0196	-0.0357	-0.1803
Si	-0.2577	-1.9597	0.7439	0.0226	0.0037	-0.3208
Si	3.1217	1.8207	0.5998	0.0036	-0.0276	-0.011
Si	3.2572	5.688	0.5871	-0.0461	-0.0016	-0.1609
Si	3.1062	8.6486	4.4542	-0.0393	0.0409	-0.0909
Si	4.3817	-1.902	0.3967	-0.0626	-0.0116	0.0107
Si	8.419	1.8797	0.5699	0.0138	-0.0135	-0.1195
Si	8.3374	5.8054	0.6463	0.0822	0.0401	-0.1858
Si	7.0767	9.6933	0.5981	0.0235	-0.069	0.0242
Si	6.7885	-1.8161	0.4047	0.0571	0.0655	-0.0325
Si	10.8178	1.9078	0.6376	0.0508	0.023	-0.0705
Si	10.7622	5.7388	0.562	0.0583	0.0201	-0.0157
Si	-3.5354	9.5795	0.5974	0.0257	-0.0103	-0.1708
Si	-3.4301	-1.8971	0.7313	-0.0215	0.0348	-0.13
Si	-0.7992	2.0542	3.3995	0.0253	-0.0339	-0.1534
Si	-0.7341	4.9957	3.0967	0.046	-0.0376	-0.1624
Si	0.1396	9.0332	3.5676	-0.0089	-0.0367	-0.1327
Si	1.5492	-1.9793	3.4471	-0.1204	0.0023	-0.1214
Si	4.0522	1.3513	2.7162	-0.0241	0.0111	-0.1986
Si	4.1742	6.1755	3.5181	-0.0555	-0.0466	-0.2154
Si	4.6484	9.7451	0.4699	0.0218	-0.1079	-0.1764
Si	3.7731	-1.7764	2.6818	0.092	-0.0126	-0.1619
Si	6.9845	2.2283	3.2696	0.133	-0.0662	-0.1791
Si	7.2329	5.3755	3.5938	0.0548	-0.0128	-0.191
Si	7.5562	10.3572	2.8506	-0.0461	-0.0238	-0.2052
Si	7.7154	-1.8749	2.4968	-0.086	-0.0495	-0.129
Si	11.4557	2.2503	2.9105	-0.0137	0.0024	-0.1597
Si	-3.513	5.1989	2.5115	-0.1233	-0.0379	-0.1811
Si	10.4668	10.2406	3.3032	-0.0274	-0.0391	-0.1506
Si	10.7141	-1.9916	2.7049	-0.031	-0.0382	-0.0663
Si	-0.189	4.6431	10.6961	0.0049	-0.0687	0.0432
Si	-3.646	1.0453	10.3177	0.0216	-0.0306	0.0319
Si	-2.639	7.7554	6.9654	-0.0115	0.0118	-0.0765
Si	3.4806	2.3315	5.5144	-0.0143	0.0012	-0.087
Si	0.6069	11.1657	5.407	-0.0384	0.0518	-0.0993
Si	9.1021	1.5298	9.579	0.0284	-0.0498	0.0283
Si	4.6792	10.7931	3.3712	0.1164	-0.0331	-0.2302
Si	-3.4613	10.4648	5.9192	-0.013	-0.0152	-0.087
Si	-2.3167	5.948	9.2542	0.0567	-0.0225	0.0318
Si	-1.7786	6.6974	4.2151	-0.0342	0.0387	-0.0833
Si	5.1382	-1.6246	11.5725	-0.0046	0.0817	0.1478
Si	-0.0499	-0.1551	5.4362	-0.0088	0.0241	-0.0982
Si	3.5811	-1.4608	9.1417	-0.0004	0.0107	0.0264
Si	3.1506	5.0835	6.2262	-0.0025	0.0026	-0.0767
Si	-1.6881	-2.789	9.4979	-0.053	0.007	0.034
Si	1.8656	2.3647	10.1283	-0.046	-0.0148	0.0608
Si	1.6014	6.9879	11.3192	0.0202	-0.0223	0.1107
Si	4.6855	2.9965	11.4628	-0.0107	-0.0423	0.1203
Si	10.7489	-0.1746	7.8572	0.0093	0.0402	-0.0298
Si	6.3217	-0.8548	7.8498	-0.0036	0.02	-0.024
Si	-3.0831	7.6027	11.6667	0.0478	-0.0151	0.1647
Si	7.2279	8.3368	7.696	0.0001	0.0174	-0.0102
Si	9.7852	10.1791	8.0206	0.0286	-0.0011	-0.0495
Si	-1.7167	2.3928	12.1083	0.01	0.0009	0.1293
Si	-3.39	10.0685	10.1052	0.0019	0.0584	0.1023
Si	5.6441	3.7658	6.8455	-0.0367	-0.0074	-0.036
Si	1.9794	9.7661	7.7451	-0.0061	-0.006	-0.0233
Si	1.2915	-3.519	9.7707	-0.015	0.0116	0.0116
Si	0.8602	0.9935	12.5774	0.034	-0.008	0.1175
Si	2.6293	6.9759	8.4535	-0.0067	-0.0099	0.0008
Si	4.4243	8.6763	7.2048	-0.0035	0.0332	-0.0585
Si	10.5503	0.0098	4.8972	0.007	0.0193	-0.0901
Si	8.697	5.1587	12.7232	0.0435	0.0728	0.1628
Si	8.1435	-0.9143	11.265	0.0049	0.0071	0.1624
Si	8.9593	-2.3621	8.8475	0.0126	0.0716	0.0453
Si	8.0682	5.568	6.4018	0.0117	0.0237	-0.0799
Si	-3.2726	-1.4399	11.9545	0.0773	0.0116	0.1505
Si	10.941	-4.0787	12.6205	0.1107	-0.0382	0.1199
Si	-1.5957	-2.5221	6.4942	0.0362	-0.0077	-0.0297
Si	1.9831	0.7355	7.5627	-0.0481	0.0428	-0.0283
Si	5.6944	5.6956	12.1759	-0.003	-0.0015	0.1525
Si	1.9932	9.9139	11.9244	-0.0227	0.0181	0.1301
Si	6.4133	2.0737	9.2168	0.0078	-0.0078	0.0046
Si	7.4272	-0.1742	4.9927	0.0124	-0.0101	-0.104
Si	5.0188	10.6804	11.9326	0.0079	0.0495	0.1534
Si	6.7014	8.2811	10.7879	-0.0097	-0.0168	0.0581
Si	10.5149	6.18	7.9676	-0.0012	0.0231	-0.0062
Si	9.4974	7.0125	10.7812	0.0114	-0.0636	0.0631
O	0.4531	7.0187	14.6767	0.0557	-0.0273	0.0188
O	10.0213	-1.0656	14.8848	0.0299	-0.0291	0.017
O	0.1324	1.6015	2.1572	-0.0396	-0.0201	0.1365
O	0.5255	5.547	2.2351	-0.0228	0.0026	0.1378
O	0.4569	9.5597	2.0697	0.0255	0.0084	0.1457
O	1.5258	8.4338	4.1643	0.0452	-0.0075	0.0519
O	0.5812	-2.0075	2.1336	0.1801	0.0143	0.2716
O	5.5168	2.0303	2.64	-0.0243	-0.0012	0.0496
O	3.8114	5.4502	2.1214	0.0478	0.0349	0.1807
O	5.7256	5.8966	3.8554	0.0047	0.004	0.0718
O	4.1407	10.2777	1.9336	-0.0321	0.0817	0.0992
O	8.0411	1.7194	2.1578	-0.1149	0.0416	0.1909
O	7.8048	5.9404	2.1951	-0.1049	-0.0235	0.169
O	8.9154	9.7713	3.5503	0.0282	-0.0119	0.0847
O	9.2551	-1.3613	2.3339	0.0732	0.0263	-0.0181
O	-2.3473	1.9105	2.9729	-0.0366	0.0074	0.0238
O	-1.9853	4.7782	2.0219	0.0675	0.0052	0.1538
O	-1.9511	9.5993	1.0256	0.0015	-0.024	0.0665
O	-1.8363	-1.9095	1.1668	-0.0725	0.0307	0.0502
O	-2.3104	-1.1788	13.2327	0.0048	0.0158	-0.1657
O	-2.8402	2.5987	13.2512	-0.0019	-0.0311	-0.0755
O	-2.7003	4.9891	14.2424	-0.027	0.0181	-0.0529
O	-2.6346	7.4415	13.2159	-0.0146	0.0542	-0.1504
O	10.983	-2.4669	12.4982	-0.064	0.0225	-0.0601
O	-3.064	10.8288	13.3738	-0.0924	-0.0384	-0.2082
O	1.5658	9.9266	13.482	0.01	-0.0313	-0.1564
O	1.4008	-2.8913	14.1921	0.004	-0.0025	-0.0645
O	1.2411	-0.4536	13.1887	-0.0342	0.0287	-0.1184
O	1.6179	2.1457	13.426	0.0241	-0.0774	-0.0601
O	-2.2777	11.0849	9.5155	0.012	-0.0216	-0.0188
O	2.3186	6.7412	12.7626	0.0143	0.0619	-0.1644
O	1.4148	-4.1172	11.2624	-0.0052	0.0094	-0.03
O	4.9454	-1.1059	13.0972	0.0041	-0.096	-0.2079
O	4.7448	2.6084	13.0273	0.0013	0.0419	-0.1114
O	5.8728	2.1837	10.7286	0.0333	-0.0178	-0.024
O	7.1503	4.2455	6.5678	0.0092	-0.0259	0.0117
O	5.0471	6.0272	13.6167	0.0397	-0.0463	-0.1054
O	5.2795	-4.3458	13.4702	-0.0238	0.0315	-0.1726
O	5.2141	8.5978	14.3113	-0.024	0.0057	-0.0654
O	6.5803	-1.1802	11.0376	0.0002	-0.0018	-0.0623
O	6.1836	9.7009	11.372	0.0285	-0.0267	-0.0546
O	9.0076	1.2314	14.0156	0.0031	0.0176	-0.0506
O	8.4311	-1.0298	12.8376	0.0188	-0.0597	-0.1566
O	1.0867	3.7622	10.2897	0.0175	0.0258	-0.0076
O	9.2492	3.8092	13.4038	0.0146	0.0415	-0.1047
O	9.0577	6.4754	13.5889	0.0167	-0.1214	-0.1706
O	5.012	-3.2226	11.2789	-0.0046	-0.0157	-0.0579
O	-0.4026	3.5742	3.7844	-0.0535	0.0769	0.0686
O	1.0651	-0.7953	4.4478	0.0021	0.0171	0.057
O	-1.9642	7.2785	8.3701	0.0076	0.0202	0.0145
O	1.4303	-3.3405	4.3194	0.0103	-0.0607	0.0921
O	3.232	2.0182	3.9516	-0.0197	0.0318	0.1333
O	4.236	-0.2419	3.0536	-0.0204	0.0602	0.067
O	3.2033	5.6828	4.7174	-0.0264	-0.0358	0.0648
O	3.9077	7.7641	3.3476	0.0237	0.0042	0.0297
O	3.6068	10.1847	4.3934	-0.0697	-0.0054	0.111
O	4.6709	-2.9675	3.4093	-0.0645	-0.0182	0.1051
O	7.1936	1.3746	4.612	-0.0185	0.0153	0.0959
O	7.2452	3.775	3.5549	-0.0299	0.0422	0.0672
O	8.177	5.871	4.8113	0.0281	0.0129	0.0805
O	-1.0745	7.9787	3.5059	-0.0138	0.0149	0.0027
O	7.7781	-3.4377	2.8613	0.0165	-0.0253	0.1273
O	9.4507	0.7524	8.1929	-0.018	0.0039	-0.0024
O	10.6793	1.4088	4.0749	-0.0084	-0.0291	0.129
O	1.3608	8.5895	11.2388	-0.029	0.0348	-0.0662
O	11.2222	3.8526	3.2035	0.0138	-0.0119	0.0675
O	-3.2911	6.3969	3.6158	0.1011	0.0239	0.1051
O	10.5648	-3.5477	3.1131	-0.0125	-0.0037	0.0946
O	-3.8917	9.857	4.4777	0.0608	-0.0327	0.0825
O	7.4228	6.8375	7.1502	-0.0272	-0.0022	0.019
O	11.2415	-1.1517	3.9948	0.0215	0.0397	0.1019
O	10.4951	2.0822	10.1882	-0.0166	0.0458	0.0025
O	-0.9798	3.8043	11.8359	0.0077	0.0438	-0.0365
O	4.668	5.0456	6.8025	0.0109	0.0152	0.0145
O	5.0492	2.7228	5.7405	0.0441	0.0049	-0.0108
O	1.5541	10.1914	6.2543	0.0254	-0.0213	0.0441
O	-0.1888	-3.3256	6.4601	0.0153	0.0067	0.0237
O	0.6109	0.2517	6.8563	0.0134	0.0021	0.0497
O	-3.9571	-0.053	11.4783	-0.0336	0.0228	-0.0207
O	0.2532	6.0846	11.301	-0.0166	0.0063	-0.0234
O	3.6043	9.9604	7.7901	0.0239	-0.0026	0.0234
O	9.0129	-0.365	5.2511	0.0017	-0.0191	0.0489
O	6.5096	-0.5698	6.2602	-0.0274	-0.014	0.0562
O	9.7233	6.9102	9.1835	-0.0104	0.0161	-0.0163
O	10.9653	9.5417	8.9615	-0.0269	-0.0342	-0.0211
O	8.6198	9.1428	7.5879	0.0074	0.0099	0.0145
O	-1.8673	6.9477	5.7991	0.0355	-0.0206	0.0673
O	10.7001	7.7088	11.5878	-0.0085	0.0504	-0.0113
O	10.5339	10.7117	6.7009	-0.0221	0.0198	0.0381
O	-1.0973	4.8967	9.3661	-0.0103	0.004	-0.0378
O	-3.6455	5.2962	8.5706	-0.0158	-0.0254	0.0064
O	-1.999	-2.1829	8.0227	-0.0189	0.0109	0.0128
O	-2.4194	-1.9914	10.6951	0.0303	-0.0187	-0.0677
O	6.3313	0.5682	8.6321	-0.0009	-0.0019	0.0005
O	9.0532	-3.9587	8.7117	-0.0125	-0.0029	0.0176
O	2.5822	3.5792	6.0231	-0.0097	0.022	0.0192
O	2.2734	5.8227	7.3601	0.013	0.0265	0.031
O	5.7939	7.0597	11.3272	-0.0087	0.0261	-0.0584
O	1.14	10.6318	8.7785	-0.017	-0.0143	0.0054
O	1.7707	1.9858	8.5633	0.0057	-0.007	-0.026
O	4.8277	4.6086	11.3662	-0.0088	0.0233	-0.0805
O	2.5794	-0.4304	8.4611	0.0075	-0.0263	0.0132
O	9.5128	5.2886	7.0766	0.0127	-0.0242	0.0061
O	6.6768	8.348	9.1972	0.0036	-0.012	-0.0205
O	9.0001	-1.9979	10.4269	0.0029	-0.0395	-0.0336
O	10.25	-1.7025	8.0999	-0.005	-0.043	0.0044
O	8.4857	0.5485	10.7026	-0.0138	0.034	-0.0286
O	7.5632	-1.8074	8.2548	-0.0057	-0.0044	0.009
O	-2.3291	1.8717	10.7108	-0.007	0.0161	-0.0526
O	-0.5779	1.1734	4.7124	0.0085	-0.029	0.067
O	10.9796	10.773	11.1355	-0.0281	-0.0081	-0.0961
O	-0.7225	1.2685	12.7101	-0.0342	-0.0014	-0.0232
O	3.6057	9.9159	11.7351	-0.0161	-0.0412	-0.0625
O	1.5315	4.6807	14.1029	-0.0115	0.0927	-0.0617
O	3.3516	2.5772	10.6853	0.0155	0.0053	-0.0364
O	4.0278	-0.9364	10.6133	-0.0107	0.0051	-0.0116
O	7.0132	-1.0862	3.7206	-0.0195	0.0511	0.1193
O	11.2762	0.0605	6.3491	0.0361	-0.0005	0.0365
O	5.5478	3.0639	8.291	0.0037	0.0134	0.0254
O	3.0663	1.0659	6.4098	0.022	-0.039	0.0137
O	4.1722	7.4718	8.2732	-0.0085	-0.0049	0.0353
O	9.3447	5.4698	11.2764	0.0033	-0.0205	-0.0681
O	7.957	2.5999	9.2317	-0.0033	0.0262	-0.0218
O	-2.6202	6.3294	10.7966	-0.0096	-0.0133	-0.0133
O	1.2346	1.153	11.0151	0.0258	-0.0059	-0.0605
O	9.6157	10.7424	13.3856	0.0169	0.0625	-0.055
O	8.2357	7.9454	11.1728	-0.0209	0.0514	-0.0005
O	-0.3764	10.2378	4.5181	-0.0276	-0.009	0.0558
O	5.9723	8.9882	6.8778	0.0243	-0.0176	0.0275
O	-2.6985	-3.4937	5.8054	-0.0066	-0.0003	-0.0015
O	-3.4761	0.2779	8.8951	0.0026	-0.0082	-0.0112
O	2.6585	-2.7755	9.3394	0.0231	-0.0127	-0.0083
O	3.6151	8.1398	5.8981	-0.0107	-0.0383	0.0553
O	11.1817	7.3164	7.0114	-0.0275	-0.0006	0.0062
O	2.4357	6.5373	9.9984	0.0206	-0.0237	-0.0134
O	1.6476	8.2177	8.0826	-0.0148	-0.0032	0.0243
O	7.1134	5.0037	12.5143	-0.0484	-0.0188	-0.0421
O	-2.5442	9.3469	6.6742	0.0098	0.0277	0.0404
O	10.9388	9.5022	1.9476	-0.0387	-0.0134	0.1151
O	4.9164	-1.6105	8.206	0.0015	-0.0203	-0.0011
O	6.1546	10.16	3.6712	-0.0024	0.0056	0.1019
O	-0.0852	-2.6763	9.7167	0.0051	0.0119	0.0128
O	-1.3116	-1.1527	5.6762	-0.0423	-0.0442	0.0171
O	-2.5507	8.9286	10.9017	-0.0094	0.0085	-0.0466

Results
free energy: -194703.417 eV
free energy less fixed offsets of O -570.45, Si -639.56 eV per atom: 3.943 eV

The program warned: the cutoff lies below the one the program advises for these potential files; the forces do not sum to zero within the program's tolerance; empty levels may hold ghost states of the PAW files.
